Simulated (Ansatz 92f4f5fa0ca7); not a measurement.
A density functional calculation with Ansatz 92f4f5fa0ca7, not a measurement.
Periodic cell of 221 atoms, Si132O88H1, from a study of silicon, its oxide and their interface. The atomic structure is a simulated model.
This geometry differs little from another in the collection (a relaxation step or a small displacement).

Settings: functional PBE; potential files Ansatz PAW; basis plane waves; wave-function cutoff 700 eV; density cutoff ratio 5; exchange-correlation grid ratio 1; k mesh 2 x 2 x 1, shifted by 0.5 0.5 0.5 of a step; self-consistency stop 5e-08 eV per atom in the density residual; occupations fixed; spin none; net charge +1 e, with a uniform compensating background and no finite-size correction.

Cell vectors (angstrom)
a	10.938	0	0
b	0	10.938	0
c	0	0	32.2149

Atoms and the computed forces on them: element, x, y, z (angstrom), force x, y, z (eV/angstrom)
Si	-0.2321	0.2378	24.668	-0.0053	0.0284	-0.0435
Si	5.716	-0.341	24.7283	0.0085	-0.0267	-0.0303
Si	2.511	2.816	24.7395	-0.021	0.0075	-0.0352
Si	8.4623	2.4755	24.6726	0.0285	-0.0016	-0.0375
Si	0.1952	4.97	24.6172	0.0102	-0.0379	-0.0444
Si	5.2313	5.8041	25.0153	-0.0028	0.0339	-0.0234
Si	2.9662	7.9152	24.7679	0.0308	-0.0059	-0.0309
Si	7.9624	8.3893	24.7604	-0.033	0.0018	-0.0284
Si	1.3177	1.3303	26.0861	0.0065	-0.0119	0.0008
Si	6.8494	1.3181	25.9906	0.019	0.0141	0.014
Si	4.0705	4.0482	26.0564	-0.0054	0.0143	0.0105
Si	9.5633	4.0179	26.0783	-0.0066	0.0084	0.0113
Si	1.2907	6.7291	25.924	-0.0007	0.0031	0.0126
Si	6.8335	6.9312	26.2369	0.0212	0.0197	-0.011
Si	4.0963	9.5235	26.078	0.0154	0.0123	-0.0107
Si	9.565	9.5809	26.0113	0.0017	0.0079	0.0122
Si	2.7349	-0.0123	27.4173	-0.0021	-0.0025	-0.0017
Si	8.2143	-0.0032	27.423	-0.003	0.0076	-0.0048
Si	0.0033	2.7154	27.4735	-0.0002	-0.0002	-0.01
Si	5.4906	2.7099	27.3928	-0.0036	-0.0026	0.0052
Si	2.699	5.4485	27.4056	-0.0071	0.0033	-0.0057
Si	8.2209	5.4552	27.4335	0.007	-0.0073	-0.0113
Si	0.0062	8.1778	27.3576	0.0079	-0.0115	0.0081
Si	5.4446	8.256	27.5289	-0.0072	0.0056	-0.0106
Si	4.1018	1.3673	28.7966	0.089	-0.0283	-0.2123
Si	9.5708	1.3673	28.7966	-0.1211	-0.1399	0.2307
Si	1.3673	4.1018	28.7966	-0.0139	0.051	0.2064
Si	6.8362	4.1018	28.7966	0.013	-0.1588	-0.1608
Si	4.1018	6.8362	28.7966	-0.3575	-0.199	0.0713
Si	9.5708	6.8362	28.7966	0.1939	0.0217	-0.1901
Si	1.3673	9.5708	28.7966	-0.0325	-0.2748	-0.3178
Si	6.8362	9.5708	28.7966	0.1776	0.4629	0.4682
Si	0	0	30.1639	-0.1088	-0.0032	-0.0237
Si	5.469	0	30.1639	0.1286	0.0182	0.0398
Si	2.7345	2.7345	30.1639	-0.0305	0.0795	-0.0388
Si	8.2035	2.7345	30.1639	-0.0017	-0.0458	0.0152
Si	0	5.469	30.1639	0.0496	-0.021	-0.0002
Si	5.469	5.469	30.1639	-0.0837	-0.0243	-0.0454
Si	2.7345	8.2035	30.1639	-0.0207	-0.0929	0.006
Si	8.2035	8.2035	30.1639	-0.039	0.0444	-0.0381
Si	1.3673	1.3673	31.5311	0.088	-0.0368	0.0003
Si	6.8362	1.3673	31.5311	-0.0812	0.0511	0.0104
Si	4.1018	4.1018	31.5311	0.0461	-0.054	0.0123
Si	9.5708	4.1018	31.5311	-0.0159	0.0759	-0.018
Si	1.3673	6.8362	31.5311	-0.0245	0.0355	-0.0032
Si	6.8362	6.8362	31.5311	0.0341	-0.0279	0.0033
Si	4.1018	9.5708	31.5311	-0.0452	0.0131	-0.0156
Si	9.5708	9.5708	31.5311	0.0471	-0.0551	0.0145
Si	2.7345	0	0.6835	0.0142	-0.0274	-0.0066
Si	8.2035	0	0.6835	-0.0389	0.03	-0.014
Si	0	2.7345	0.6835	-0.0523	0.0384	-0.0114
Si	5.469	2.7345	0.6835	0.0334	0.0271	0.0203
Si	2.7345	5.469	0.6835	-0.0361	0.034	-0.014
Si	8.2035	5.469	0.6835	0.0233	-0.0791	-0.0024
Si	0	8.2035	0.6835	0.028	-0.0462	0.0138
Si	5.469	8.2035	0.6835	-0.0121	0.019	-0.0033
Si	4.1018	1.3673	2.0507	-0.103	-0.0124	-0.048
Si	9.5708	1.3673	2.0507	0.0557	-0.0208	0.0699
Si	1.3673	4.1018	2.0507	0.0541	0.0041	0.068
Si	6.8362	4.1018	2.0507	-0.0052	0.0876	-0.0831
Si	4.1018	6.8362	2.0507	0.0162	-0.0473	0.084
Si	9.5708	6.8362	2.0507	-0.0144	0.0444	-0.05
Si	1.3673	9.5708	2.0507	0.08	0.0346	-0.0477
Si	6.8362	9.5708	2.0507	0.034	-0.0404	0.0636
Si	0	0	3.418	0.1099	0.054	0.0911
Si	5.469	0	3.418	-0.0755	0.1305	0.4114
Si	2.7345	2.7345	3.418	-0.1101	-0.5219	-0.2482
Si	8.2035	2.7345	3.418	-0.3342	0.08	0.252
Si	0	5.469	3.418	-0.2234	0.0239	0.1366
Si	5.469	5.469	3.418	0.4389	-0.1444	-0.4535
Si	2.7345	8.2035	3.418	-0.0889	0.5894	-0.0372
Si	8.2035	8.2035	3.418	0.3036	0.0456	-0.2139
Si	1.3579	1.37	4.8263	0.0035	-0.014	-0.0038
Si	6.8312	1.3678	4.8571	-0.0008	0.0062	-0.0078
Si	4.1929	4.0007	4.6845	0.0229	-0.0181	0.0116
Si	9.5284	4.114	4.8038	0.0045	-0.0111	-0.004
Si	1.328	6.9091	4.7449	-0.0146	0.0213	0.0202
Si	6.8707	6.8281	4.7379	0.018	-0.0135	0.0134
Si	4.067	9.6194	4.8374	-0.0124	0.0227	0.0043
Si	9.57	9.5859	4.7946	0.0047	0.0036	0.0066
Si	2.7204	0.0474	6.3355	0.0015	-0.0245	-0.0301
Si	8.2301	0.0093	6.2258	-0.0167	-0.0019	-0.0013
Si	-0.0708	2.7364	6.1662	-0.0074	-0.0079	-0.0016
Si	5.4397	2.7175	6.2749	-0.0052	-0.0044	-0.0042
Si	2.8532	5.5012	5.7854	0.0004	0.0123	0.0154
Si	8.2072	5.5192	6.2016	-0.0145	0.0024	-0.005
Si	0.0191	8.2769	6.2197	0.0105	0.0029	-0.017
Si	5.5342	8.23	6.0506	0.0012	-0.0083	-0.0063
Si	3.656	1.8319	7.6648	-0.039	0.0402	0.0468
Si	9.8318	1.0944	7.6038	0.0118	-0.0166	0.0345
Si	1.5354	4.1695	7.0817	0.0237	0.0025	0.0135
Si	6.593	4.3625	7.494	-0.0162	0.0142	0.0304
Si	4.4064	6.5401	7.1683	-0.0031	-0.0429	0.0236
Si	9.2915	7.2117	7.491	-0.0203	0.0187	0.042
Si	1.1613	9.7952	7.6799	-0.0167	0.0089	0.0503
Si	7.0062	9.3631	7.4797	0.0101	-0.0249	0.0378
O	1.4516	3.9702	24.2298	-0.0025	-0.0091	-0.0173
O	6.8336	9.4828	24.2113	0.0002	-0.0033	-0.0186
O	2.5286	3.0133	7.6764	0.0244	0.0048	0.0245
O	8.1257	8.2649	7.99	-0.006	0.0126	0.0183
O	5.4389	5.4794	7.9415	0.0004	0.0024	0.0163
O	0.0239	-0.0066	8.1595	-0.0017	0.0042	0.0101
O	4.128	6.8218	24.296	-0.0045	0.0002	-0.021
O	9.5964	1.3715	24.1418	-0.0042	-0.0107	-0.018
O	1.8182	9.1219	9.0848	-0.0026	0.0024	-0.0212
O	1.094	5.2769	8.2492	-0.0245	-0.0113	0.0219
O	9.0628	1.7015	8.9738	0.012	0.0119	-0.0152
O	6.26	9.906	8.8765	0.0078	-0.0141	-0.0018
O	3.737	1.6925	9.3565	0.0075	0.0074	0.0015
O	3.4743	7.2739	8.2756	0.0081	0.0056	-0.0031
O	7.2096	3.6855	8.8998	0.0224	0.0023	-0.0088
O	9.9367	6.7774	8.9691	0.0087	-0.017	-0.0109
O	2.98	1.9736	23.3726	0.0143	0.014	0.0095
O	5.0455	0.264	23.3379	-0.0012	0.0145	0.0083
O	7.8956	3.257	23.2967	0.0073	-0.0112	0.0301
O	10.3394	5.0514	23.1636	0.018	0.0098	0.0038
O	8.6695	7.615	23.4756	-0.0001	0.0137	0.0025
O	2.4004	8.6419	23.4001	-0.0179	-0.0038	0.0022
O	6.3184	5.2828	23.9004	-0.0237	-0.0342	-0.0058
O	0.5044	10.5671	23.3052	-0.0073	-0.0132	0.0116
Si	2.9659	8.0462	9.5743	0.0026	-0.004	0.0042
Si	9.9554	0.2343	13.0868	-0.0055	-0.0033	-0.0011
Si	14.7464	5.6496	13.331	-0.0133	0.0036	-0.0055
Si	4.4515	1.6551	22.7417	0.0055	0.0086	0.0053
Si	8.5771	2.343	20.2407	-0.0062	0.0004	-0.004
Si	10.1904	4.9458	21.5426	0.0062	-0.0032	-0.0004
Si	1.2108	9.3158	22.5267	0.0045	-0.0078	0.0036
Si	13.1043	4.5841	20.1899	0.0031	0.0016	0.0026
Si	1.9647	5.3763	11.01	-0.0082	-0.0007	-0.0026
Si	-2.0211	10.1357	20.1375	-0.0043	-0.0083	0.001
Si	4.4644	6.6422	15.9939	-0.0057	0.0096	0.0069
Si	7.4424	9.41	12.7237	0.0042	-0.0112	-0.0012
Si	5.6554	9.5838	10.3405	-0.0021	-0.0041	0.0012
Si	5.4091	2.9701	12.6691	-0.0099	0.0001	-0.0014
Si	3.1025	12.5422	15.9806	-0.0058	-0.0045	0.0013
Si	2.6658	9.3766	19.7725	0.0027	0.0003	0.0027
Si	5.302	3.835	15.4863	-0.0013	-0.001	0.0064
Si	3.3101	2.6392	10.6187	-0.0098	0.0072	-0.005
Si	4.9449	11.0032	12.723	0.0031	-0.0044	-0.0017
Si	6.4921	4.0149	22.928	-0.0141	0.0064	0.0098
Si	13.1163	0.7241	13.0128	-0.0034	0.0043	0.0021
Si	8.6815	3.2248	9.4326	0.0075	0.0169	-0.0088
Si	9.606	14.0166	17.4238	-0.0021	0.0045	0.0021
Si	12.2414	2.4597	18.3702	0.0034	0.0022	0.0049
Si	8.2274	4.54	15.1894	0.0097	-0.0004	-0.0001
Si	4.6695	-0.0822	18.002	0.001	-0.0022	0.0006
Si	5.0094	4.825	20.4179	0.0026	0.0028	0.0025
Si	7.277	7.6083	15.2646	0.0035	0.0045	-0.0021
Si	14.5561	6.7083	18.8751	0.0021	0.0024	0.0024
Si	9.4288	7.7938	22.0401	0.0058	0.0051	0.0071
Si	18.2852	9.714	17.4336	-0.0015	-0.0019	0.0037
Si	10.7477	5.4049	9.2404	0.0004	-0.0118	-0.0069
Si	5.5233	13.0206	19.9367	-0.0007	0.0001	0.0025
Si	0.3964	-0.5681	18.4179	0.0023	-0.0049	-0.0001
Si	9.5579	11.2216	16.1571	-0.0004	-0.0018	-0.0019
Si	8.6096	3.1049	12.5652	0.0137	0.0072	-0.0046
O	6.9876	13.9142	12.6328	-0.0174	0.0001	0.0047
O	6.9963	-8.7178	20.6328	-0.0211	0.0111	-0.0188
O	11.715	0.9778	18.779	-0.0005	-0.0053	-0.0245
O	4.7971	4.1948	13.8016	0.0057	-0.0029	0.0016
O	2.1042	2.4125	16.9561	0.0072	-0.0183	0.0072
O	9.7772	10.7765	14.6339	-0.0035	0.02	-0.0046
O	5.5174	1.1862	18.5765	-0.0053	-0.0109	0.003
O	3.3842	10.5071	12.9492	0.001	0.0293	-0.0061
O	2.5285	4.0285	10.2632	-0.0047	-0.0084	0.017
O	0.3396	5.3351	10.7997	0.0182	0.0029	-0.0276
O	5.1033	3.5577	19.3911	0.0047	-0.0028	0.0382
O	9.4051	3.5779	20.9725	0.0077	0.0103	-0.0139
O	15.7364	6.3965	12.3052	0.0625	0.0169	0.0444
O	1.6951	9.4169	18.4507	-0.0025	0.0201	0.0136
O	0.0756	8.1799	22.2176	-0.0147	0.0242	-0.0036
O	13.3829	5.5695	18.8897	0.0183	-0.0017	0.0249
O	16.6627	-1.1505	17.3701	0.0111	0.0148	0.017
O	10.6263	10.3044	16.9637	-0.0049	0.0242	0.0257
O	4.5002	1.5643	21.1061	0.0203	0.0212	0.0073
O	2.463	5.1794	12.5881	0.0206	0.0099	-0.0076
O	6.258	4.7225	21.4539	-0.0219	-0.0191	-0.0181
O	8.6505	9.0643	21.3303	0.0232	-0.0061	-0.0112
O	8.0187	10.9556	16.6117	0.0163	-0.0192	0.0064
O	3.1931	7.8609	19.9243	-0.0057	0.0112	-0.0188
O	15.9889	6.1421	19.446	-0.0324	-0.0137	0.0006
O	4.9378	12.5236	13.3346	0.0172	0.0133	-0.0175
O	8.852	10.1836	12.3354	-0.0121	0.0062	0.0118
O	8.9692	4.1544	13.7762	-0.0208	-0.0097	0.0166
O	6.2077	10.2603	13.4552	-0.0075	0.003	-0.0229
O	7.7526	8.263	13.8436	-0.0133	0.0107	0
O	7.8026	8.3486	16.6206	-0.0191	0.0062	-0.0156
O	4.2469	8.7701	10.2955	0.0072	0.002	-0.0099
O	4.7084	3.2566	11.2723	-0.0014	-0.0258	0.0297
O	5.3185	10.9976	11.1302	0.0016	-0.0219	0.0224
O	4.4309	13.4997	15.8366	0.003	0.0145	-0.0121
O	3.9194	10.3086	19.3298	-0.0049	-0.0135	-0.0139
O	6.8828	3.5704	15.3494	-0.0057	0.0255	-0.0054
O	13.0823	3.0464	19.6212	-0.0137	0.0197	-0.0088
O	0.6441	11.0905	12.758	0.0079	0.0066	0.0074
O	-1.5394	6.3646	21.1872	0.001	0.0022	0.0094
O	5.6352	7.5532	15.3326	0.0147	-0.0198	0.0137
O	5.0212	5.1411	16.3728	0.0017	0.001	-0.0274
O	3.7936	7.2545	17.3256	0.0119	-0.0189	0.0057
O	0.073	3.4978	18.1124	-0.0106	-0.0277	-0.0045
O	11.7041	4.9484	20.9082	-0.0048	-0.0087	-0.0058
O	7.8127	6.0904	15.1692	-0.0128	-0.0121	0.002
O	5.335	2.9273	23.2317	0.0142	-0.0076	-0.0386
O	12.8668	9.8556	21.1399	-0.0001	-0.0218	-0.0004
O	9.064	11.729	20.5443	0.0043	-0.0009	-0.0037
O	2.491	1.8094	11.8	0.0115	-0.0013	-0.0089
O	2.33	1.3486	14.549	0.0067	-0.0071	-0.0001
O	9.1027	4.3376	16.5302	-0.0057	-0.0178	-0.0028
O	3.6479	0.2754	16.7561	0.0004	0.0154	0.0111
O	9.4504	12.6922	12.8282	-0.003	-0.01	0.0032
O	10.3592	-1.206	19.528	-0.0148	0.0143	-0.0152
O	7.7832	9.8224	18.993	0.0124	0.0063	-0.0127
O	14.4476	15.6956	21.1425	0.007	-0.0024	-0.0433
O	6.7578	-2.1237	11.3397	-0.0155	0.0268	0.0094
O	14.3648	6.3478	14.7416	0.0199	-0.0146	-0.0082
O	2.4227	6.8855	10.5982	-0.0023	-0.0018	-0.0046
O	9.8104	4.1718	8.7672	-0.0159	0.0034	0.0271
O	8.8621	3.5267	11.0308	-0.0087	-0.0141	-0.003
O	9.8471	1.8678	16.3514	-0.0036	-0.0103	0.0233
O	8.5932	2.6336	18.6146	0.0221	0.005	0.0053
H	16.4491	7.0064	12.5506	-0.0636	-0.0316	-0.0282

Results
free energy: -133998.049 eV
free energy less fixed offsets of H -17.10, O -569.03, Si -635.61 eV per atom: -5.789 eV

The program warned: the cutoff lies below the one the program advises for these potential files; the forces do not sum to zero within the program's tolerance; the exchange-correlation potential is rough where the density is thin.
